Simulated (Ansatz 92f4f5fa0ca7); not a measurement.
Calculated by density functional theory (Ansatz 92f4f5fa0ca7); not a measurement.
Periodic cell of 228 atoms, Si140O88, from a study of silicon, its oxide and their interface. The atomic structure is a simulated model.

Settings
functional: r2SCAN
potential files: Ansatz norm-conserving
basis: plane waves
wave-function cutoff: 1300 eV
density cutoff ratio: 4
exchange-correlation grid ratio: 1
k mesh: 2 x 2 x 1, shifted by 0.5 0.5 0.5 of a step
self-consistency stop: 5e-08 eV per atom in the density residual
occupations: Fermi-Dirac, 0.05 eV
spin: none
net charge: 0

Cell vectors (angstrom)
a	10.888	0	0
b	0	10.888	0
c	0	0	33.6505

Atoms and the computed forces on them: element, x, y, z (angstrom), force x, y, z (eV/angstrom)
Si	-0.2492	0.3022	0.0182	-0.0142	0.0116	0.0975
Si	3.0008	2.4719	0.0284	0.0048	-0.0157	0.0847
Si	-0.2632	5.5901	-0.0811	-0.0004	0.0207	0.0929
Si	2.9125	7.847	-0.0437	0.0173	-0.0254	0.0968
Si	5.0767	0.1101	0.0638	-0.0191	0.0031	0.0549
Si	8.3863	2.5259	0.1461	0.0158	0.0069	0.082
Si	5.1358	5.6253	0.1994	-0.0343	0.0337	0.0697
Si	8.5198	7.9137	0.0938	0.0337	-0.028	0.0702
Si	1.3649	1.3822	1.348	0.0019	-0.0151	-0.0096
Si	4.0365	4.0274	1.4733	0.0074	-0.0113	0.0113
Si	1.3285	6.7221	1.2803	-0.014	0.0001	-0.0036
Si	3.9397	9.4707	1.3821	0.0127	0.0117	0.0074
Si	6.7356	1.3042	1.2916	-0.0003	0.01	0.0064
Si	9.5526	4.0876	1.4088	-0.0104	-0.0036	0.0045
Si	6.8196	6.8141	1.3346	0.0086	-0.0044	-0.004
Si	9.6454	9.4988	1.3683	0.0011	-0.0083	0.0112
Si	0.0479	2.7513	2.7457	0.0019	0.0029	0.0225
Si	2.6339	-0.0391	2.7471	0.0111	0.0126	0.0047
Si	0.0808	8.1397	2.7272	-0.0077	-0.0059	0.0113
Si	2.639	5.3954	2.7459	0.0042	0.0055	0.0226
Si	5.4663	2.6803	2.7477	-0.0015	0.0059	0.0002
Si	8.1515	-0.0435	2.6587	0.0082	0.0055	0.0062
Si	5.4452	8.1848	2.693	-0.0202	0.0046	0.0012
Si	8.1378	5.4316	2.7284	0.003	-0.0052	0.0036
Si	1.3427	4.0764	4.1619	-0.0161	-0.0011	0.0086
Si	4.0621	1.3238	4.0688	-0.0259	0.0074	0.0019
Si	1.3544	9.4984	4.1464	0.0017	0.0066	0.0054
Si	4.0762	6.7875	4.0363	0.0025	0.0073	-0.005
Si	6.8096	4.0606	4.1028	0.0082	-0.004	-0.0107
Si	9.5175	1.3489	4.0274	0.0174	-0.0051	-0.0021
Si	6.8006	9.5258	4.0751	-0.0082	-0.0066	-0.0183
Si	9.5256	6.8055	4.059	0.0094	-0.0097	-0.0018
Si	-0.0306	-0.0024	5.4404	-0.0087	-0.0005	0.0114
Si	2.7286	2.6983	5.4588	0.0134	-0.0034	0.0067
Si	-0.0286	5.4517	5.4652	0.0032	0.0055	0.0045
Si	2.7556	8.1492	5.4519	0.0026	-0.0025	-0.0023
Si	5.4357	-0.0102	5.4388	0.008	0.0215	-0.0088
Si	8.1871	2.7077	5.4362	0.005	-0.0053	-0.0041
Si	5.4312	5.4377	5.429	-0.0076	0.0089	0.003
Si	8.1634	8.1619	5.4307	0.0078	-0.0025	0.0043
Si	1.3493	1.3496	6.813	-0.0005	0.0033	-0.007
Si	4.0825	4.0794	6.8022	-0.002	-0.016	-0.0092
Si	1.3659	6.8051	6.7967	-0.0041	0.0027	-0.0078
Si	4.0967	9.5195	6.8207	0.007	-0.0169	-0.0056
Si	6.8026	1.3611	6.7838	-0.0051	-0.0043	-0.0044
Si	9.5208	4.0769	6.8229	-0.0033	0.0094	0.0009
Si	6.8006	6.8012	6.7986	-0.004	-0.0015	0.0017
Si	9.5104	9.5278	6.8044	-0.0054	0.0205	-0.0048
Si	0.0039	2.7262	8.1841	0.0022	-0.0024	0.0028
Si	2.7246	-0.0042	8.1741	-0.0007	0.0047	-0.0041
Si	0.0087	8.1725	8.1471	0.0195	-0.0115	-0.0039
Si	2.7209	5.4448	8.1573	-0.0017	0.0073	-0.0027
Si	5.4561	2.729	8.1499	0.0043	0.0098	0.002
Si	8.1537	0.0097	8.1554	-0.0071	0.0011	0.0027
Si	5.4575	8.1689	8.1841	-0.0083	0.0172	0.0039
Si	8.1627	5.4476	8.1759	0.0059	-0.0175	0.0054
Si	1.3664	4.1065	9.5348	0.0034	-0.0075	0.0001
Si	4.0994	1.3776	9.5153	0.0003	0.0032	0.0021
Si	1.3597	9.5167	9.5254	-0.0106	0.002	-0.0028
Si	4.0779	6.802	9.5251	-0.0009	-0.0026	0.0008
Si	6.7996	4.0828	9.5297	-0.0071	0.0021	0.0048
Si	9.5046	1.3679	9.5265	0.0031	-0.0035	0.0001
Si	6.8183	9.5487	9.5384	0.0029	-0.0004	0.0032
Si	9.5471	6.8208	9.5196	-0.0037	0.0079	0
Si	-0.0253	-0.015	10.8602	0.0093	0.0067	-0.0106
Si	2.749	2.7534	10.8714	0.0007	-0.0035	-0.0085
Si	0.0122	5.4733	10.9071	0	0.0015	-0.0071
Si	2.7185	8.158	10.8954	0.0045	0.0042	-0.0064
Si	5.4668	0.0396	10.8964	-0.0043	-0.0013	-0.0069
Si	8.1574	2.7377	10.9067	0.0026	0.0062	-0.0041
Si	5.4516	5.4562	10.885	0.0035	-0.0037	-0.0046
Si	8.2011	8.1938	10.8822	0.0053	0.0038	-0.0093
Si	1.3438	1.3734	12.1422	-0.01	-0.0088	0.005
Si	4.1025	4.1102	12.2639	-0.0042	0.0017	0.0189
Si	1.361	6.8269	12.3075	0.0031	0.007	0.0016
Si	4.1069	9.5342	12.203	-0.004	0.0028	0.002
Si	6.8167	1.3904	12.3099	-0.0036	0.0021	0.0002
Si	9.5119	4.1253	12.2461	0.0023	-0.004	0.0039
Si	6.8414	6.8256	12.2074	0.0033	0.0072	0.0136
Si	9.536	9.5397	12.2929	0.0023	-0.0025	0.015
Si	0.0003	2.7135	13.513	0.0013	0.0092	-0.0235
Si	2.6916	0.016	13.4716	0.0096	-0.0058	-0.0077
Si	-0.0099	8.1858	13.6964	0.0134	-0.0016	-0.0073
Si	2.7582	5.4672	13.6458	-0.0041	0.0011	0.0077
Si	5.4626	2.7891	13.6656	0.0041	-0.0089	-0.007
Si	8.1891	0.019	13.6765	-0.0086	0.0108	0.0036
Si	5.5159	8.2038	13.551	-0.0071	0.0063	-0.0237
Si	8.1756	5.5139	13.6319	-0.0028	0.0005	0.0013
Si	1.3465	4.0435	14.8839	-0.0083	0.0088	-0.0028
Si	4.0121	1.3627	14.8397	0.0032	-0.0087	-0.001
Si	1.3927	9.607	14.9422	0.0036	-0.0045	0.0054
Si	4.1794	6.868	14.9276	-0.0012	0.0015	-0.0063
Si	6.8189	4.1891	15.0423	0.0015	-0.008	-0.01
Si	9.5716	1.4154	14.9792	0.0072	0.0074	-0.0064
Si	6.8282	9.5284	15.0215	-0.0176	-0.004	-0.01
Si	9.5029	6.8514	15.101	0.0089	-0.001	-0.008
Si	0.2734	0.2875	16.2998	0.01	-0.001	-0.0837
Si	2.4742	2.4762	16.2075	-0.0142	-0.0191	-0.0909
Si	-0.1908	5.1588	16.2341	-0.0248	-0.0148	-0.0988
Si	3.0388	8.4755	16.1659	0.0092	0.0353	-0.0939
Si	5.157	-0.1711	16.1527	-0.0166	-0.0154	-0.0909
Si	8.4425	3.0214	16.2771	0.015	0.0274	-0.1103
Si	5.6969	5.8067	16.3864	0.0331	0.0194	-0.1091
Si	7.9356	8.0238	16.4947	-0.0133	-0.0242	-0.1232
Si	3.7058	-15.2474	28.9365	0.0084	-0.0206	0.1194
Si	2.1538	-2.3716	30.5835	0.0153	-0.0231	0.1719
Si	17.5541	1.0126	21.1636	0.0364	0.0089	-0.1731
Si	2.4608	22.1332	24.2123	0.0248	0.0038	0.011
Si	-4.2112	-1.6903	31.6543	-0.0247	-0.0233	0.2056
Si	1.9882	5.7444	23.3857	0.012	-0.0189	-0.078
Si	-6.6291	14.8072	18.4386	0.004	-0.0039	-0.1724
Si	14.0955	11.161	29.5399	-0.0004	-0.0176	0.1789
Si	-19.7248	1.4391	26.9668	0.044	0.0077	0.1404
Si	-15.7426	-3.0834	27.6804	-0.0439	-0.0147	0.1216
Si	10.9806	3.9579	22.0774	0.0394	0.0211	-0.1131
Si	12.0283	3.7133	31.4345	-0.0132	0.0322	0.1999
Si	6.341	6.4204	30.1202	-0.0218	-0.0223	0.1238
Si	-16.4295	24.1684	29.5491	-0.0369	0.0104	0.1379
Si	26.2056	4.557	24.0182	-0.0124	0.0111	0.0096
Si	2.7206	-6.9775	28.7319	0.0034	0.0191	0.1349
Si	-14.1887	-11.7545	29.0133	-0.0308	-0.0192	0.1245
Si	29.3451	-2.9881	25.1456	-0.0255	0.0099	0.0481
Si	6.2964	24.3704	24.8119	0.0264	-0.0023	0.0259
Si	10.0759	9.696	21.6867	-0.0133	-0.022	-0.1695
Si	-11.8225	9.2723	18.5199	-0.0071	-0.0003	-0.235
Si	-14.2752	23.6335	27.478	-0.0559	-0.002	0.1618
Si	-4.1438	-6.8834	31.6682	0.0295	0.0008	0.1487
Si	-3.5624	19.9576	22.5642	0.0352	0.0216	-0.0542
Si	6.4856	12.616	18.3447	-0.0168	0.0403	-0.2251
Si	2.248	5.206	20.4891	0.0467	0.0272	-0.202
Si	20.9513	41.9731	26.1364	0.0316	-0.0081	0.0761
Si	23.0327	6.9887	18.2633	-0.0106	0.0224	-0.1715
Si	-0.3481	9.621	29.1019	0.0575	0.0175	0.1784
Si	12.1424	-2.12	23.7632	-0.0252	-0.0099	-0.0537
Si	-6.3799	1.902	22.6877	0.003	-0.022	-0.0618
Si	-22.0249	12.202	23.2623	-0.0102	0.005	-0.1013
Si	-11.8828	23.2082	26.0338	0.0184	0.0313	0.0573
Si	6.6304	6.3146	22.9394	0.0236	-0.0003	-0.0587
Si	22.3665	0.937	30.8658	-0.0047	-0.0101	0.1561
Si	18.7522	3.6741	22.4687	0.0027	-0.0213	-0.0506
O	5.5556	9.9732	-1.1284	0.0528	-0.0298	-0.0835
O	-15.7461	-8.1392	-2.6918	-0.0033	-0.0315	-0.0733
O	-2.0242	8.2143	-7.5839	0.003	0.0028	-0.0231
O	0.3473	4.9164	-1.4545	0.0482	-0.0539	-0.1182
O	-9.0127	6.5313	-13.9897	0.0035	-0.0284	0.1085
O	-27.9522	0.8871	-4.0964	0.0154	0.0097	-0.0534
O	0.4816	12.2714	-6.9923	-0.0227	-0.0079	-0.0379
O	2.3757	14.1481	-1.2574	-0.027	0.0359	-0.1044
O	4.3167	3.5077	-10.8926	0.0153	0.0031	0.039
O	4.0898	3.3436	-4.3159	-0.0177	0.0123	-0.0673
O	13.4939	9.636	-9.5573	-0.0012	0.0116	0.0054
O	17.7691	17.685	-5.0097	0.0109	0.0293	-0.0796
O	4.0811	6.7403	-0.3969	0.005	0.0099	-0.0412
O	41.642	9.2105	-4.4341	-0.0083	-0.0139	-0.0578
O	9.5245	6.7481	-0.5091	-0.0049	-0.0169	-0.0152
O	7.7685	13.2486	-16.0507	-0.043	-0.0447	0.1218
O	7.0273	0.8869	19.6031	0.0065	-0.0419	0.1663
O	10.8904	-1.571	27.5441	-0.006	-0.0107	-0.0841
O	-1.0839	1.9699	24.4931	-0.0132	0.0061	-0.0067
O	-16.1051	4.7044	32.6331	0.0264	-0.0255	-0.097
O	-7.7286	11.9898	22.9835	-0.0112	-0.0031	0.0123
O	-4.0779	17.7865	16.9354	-0.0048	0.003	0.0495
O	14.9893	-1.2919	16.7224	-0.0007	-0.0038	0.0555
O	0.5808	-1.7756	22.3009	0.048	0.0035	0.072
O	0.1301	13.3392	31.2152	-0.0042	-0.0442	-0.0656
O	18.1087	-1.7123	24.1882	-0.006	-0.0059	-0.0126
O	13.6259	5.6985	21.9434	-0.0113	0.0094	0.1061
O	7.7079	6.6204	24.1423	-0.0159	-0.0099	0.0009
O	4.9081	5.2023	17.6828	-0.0445	-0.0442	0.115
O	13.3241	7.7143	17.4584	-0.0241	-0.0436	0.0984
O	-2.3406	8.7582	17.8444	0.0392	0.0348	0.1203
O	1.3841	1.3935	16.7932	-0.0011	0.0015	0.0491
O	-3.9853	10.4624	21.8697	-0.0042	-0.0233	0.041
O	3.0201	16.2408	28.0767	-0.0001	-0.0079	-0.0202
O	-14.5328	16.0944	30.6926	-0.0198	0.0325	-0.0497
O	-8.615	-7.9605	27.5429	-0.0286	-0.0379	-0.0629
O	0.3674	-0.009	32.1769	0.0313	0.0179	-0.1633
O	20.722	0.3054	22.29	0.0157	0.0218	0.0539
O	-4.4043	-1.6	28.104	0.0173	0.0009	-0.0441
O	24.3443	33.0208	28.0548	-0.0326	0.0212	-0.0938
O	17.9745	5.042	22.0401	-0.0108	0.0193	0.0262
O	-12.3709	1.3308	33.3564	0.0175	-0.0103	-0.0466
O	-14.2826	3.3817	24.0324	-0.0019	-0.0004	0.015
O	0.6844	5.6843	17.5037	0.0498	0.0388	0.1067
O	0.4795	2.4258	22.3704	-0.0147	-0.0317	0.0499
O	-16.9574	5.9092	29.9454	-0.0354	0.0167	-0.0542
O	16.4958	12.4063	23.8181	0.0023	0.0004	0.0101
O	-11.271	21.394	17.6322	-0.0387	-0.0287	0.1162
O	-1.5056	-6.8628	22.0763	-0.0155	-0.0079	0.029
O	9.3862	10.7753	25.971	-0.0153	-0.0118	-0.0215
O	-6.4377	7.5873	27.9638	0.0213	0.0232	-0.0634
O	-1.3106	-6.7947	16.7927	-0.0075	0.0028	0.0492
O	-9.1682	7.2453	23.8085	-0.0079	0.0315	0.0291
O	2.2715	-2.5114	32.1948	-0.0264	0.0157	-0.1327
O	26.9915	-4.9887	23.5952	-0.002	-0.0178	-0.0021
O	22.6528	11.3794	24.029	0.0007	-0.0125	-0.0027
O	41.6334	13.2607	26.9964	0.0071	-0.0199	-0.0354
O	40.1609	13.1874	21.7008	-0.0089	0.0308	0.0575
O	-5.4207	13.7938	18.7942	0.0166	-0.011	0.0794
O	7.9904	-18.3826	32.4719	-0.0314	0.0196	-0.0909
O	22.3739	4.9356	23.2613	0.0023	0.0021	0.0251
O	-4.395	7.7268	22.1209	-0.007	-0.0168	0.0302
O	21.9482	19.8376	24.9413	-0.0028	-0.0112	-0.0023
O	-21.954	22.069	29.5845	-0.0388	-0.0278	-0.0925
O	-5.692	-7.1473	25.1998	0.0036	-0.0116	-0.0283
O	7.8384	11.4171	28.3002	0.0147	0.0443	-0.0664
O	-4.6531	-14.0183	31.0463	0.0137	-0.0198	-0.0525
O	-12.9042	8.7571	22.194	-0.0108	-0.0131	0.035
O	0.8695	4.3546	20.7061	-0.0461	-0.0317	0.0933
O	2.8696	22.8504	25.6067	-0.0072	-0.0139	-0.0462
O	6.7105	-9.1732	26.0805	-0.0074	0.0036	-0.0573
O	-9.2108	4.1187	29.9637	0.0463	0.0148	-0.1403
O	15.9782	34.0551	21.2815	-0.037	0.0069	0.0473
O	-10.2551	-2.0751	30.1044	-0.0511	0.0314	-0.0795
O	-15.2744	13.5787	28.4402	0.0415	-0.0082	-0.0906
O	20.8383	9.7457	20.067	0.0038	0.0259	0.1975
O	3.2117	3.1737	17.4679	0.03	0.0426	0.1101
O	13.8357	5.006	24.4608	0.0034	-0.0113	0.0145
O	7.0326	10.2506	30.5011	0.003	0.0242	-0.1166
O	-13.7923	-2.0189	32.5381	-0.049	0.0309	-0.1117
O	-8.7086	-9.8281	30.5243	0.0285	-0.0034	-0.0585
O	24.3313	7.1549	29.8535	0.0331	-0.0305	-0.0638
O	-16.043	11.5581	17.4055	0.0359	0.0352	0.1084
O	14.3189	4.389	19.7443	-0.0459	0.0121	0.1252
O	3.2111	9.6376	30.064	0.0137	0.0261	-0.0797
O	4.0587	12.1874	33.1683	-0.0125	0.0189	-0.0327
O	6.3343	7.5685	26.1305	0.0308	-0.0005	-0.0463
O	-10.8388	8.0133	18.4431	0.0083	-0.0029	0.0692

Results
free energy: -57356.247 eV
free energy less fixed offsets of O -463.61, Si -117.95 eV per atom: -45.567 eV
pressure: 0.21 GPa
stress xx, yy, zz, yz, xz, xy (GPa, positive in tension): -0.55, -0.02, -0.07, 0.39, 0.16, 0.08
